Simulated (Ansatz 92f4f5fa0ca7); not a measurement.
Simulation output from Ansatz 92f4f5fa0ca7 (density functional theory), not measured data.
Periodic cell of 168 atoms, Si98O70, from a study of silicon, its oxide and their interface. The atomic structure is a simulated model.

Settings
functional: r2SCAN
potential files: Ansatz norm-conserving
basis: plane waves
wave-function cutoff: 1300 eV
density cutoff ratio: 4
exchange-correlation grid ratio: 1
k mesh: 2 x 2 x 1, shifted by 0.5 0.5 0.5 of a step
self-consistency stop: 5e-08 eV per atom in the density residual
occupations: Fermi-Dirac, 0.05 eV
spin: none
net charge: 0

Cell vectors (angstrom)
a	11.54	0	0
b	0	11.54	0
c	0	0	20.8901

Atoms and the computed forces on them: element, x, y, z (angstrom), force x, y, z (eV/angstrom)
Si	0.3129	-0.7888	-0.2366	-0.4585	1.9175	-1.5267
Si	-0.0992	4.346	-0.3078	1.5414	-1.3692	1.2861
Si	-0.1216	6.9002	-0.1136	-1.4213	0.9895	-0.1149
Si	3.8271	0.1753	0.3764	-0.9541	0.6939	0.3056
Si	3.316	3.4397	-0.1145	0.4073	-2.6603	0.3391
Si	3.4624	8.5146	0.2069	0.2372	0.5787	1.0152
Si	7.1617	-0.8594	-0.1495	-1.631	-0.7041	-1.1754
Si	7.6033	4.8291	-1.1547	1.538	-1.6503	-0.8792
Si	7.3358	7.6624	0.1324	1.5184	0.5156	-0.7514
Si	1.7801	-0.1626	1.3207	0.6997	0.7969	2.3817
Si	1.6495	3.8565	1.428	-0.5849	0.0267	0.2149
Si	1.454	7.7227	1.5262	1.6095	-0.4126	-0.2515
Si	5.7143	-0.0712	1.6367	0.8868	-0.7346	-0.5367
Si	5.5073	3.7633	0.7771	-0.8545	-0.9388	0.2674
Si	5.4076	7.5066	1.3644	-0.3439	1.0146	-0.4292
Si	9.74	-0.3333	1.1117	-0.073	0.0338	-0.8357
Si	9.6697	3.758	1.0644	0.019	0.6386	-0.7705
Si	9.4166	7.592	1.3188	0.2405	-1.207	-0.0445
Si	1.7243	1.7656	2.7512	-0.1166	0.761	-0.3652
Si	1.6729	5.8346	2.919	0.0772	-0.317	-0.1494
Si	1.6776	9.5742	2.8735	-0.8776	0.6859	0.4151
Si	6.0528	2.0254	2.4722	-0.408	0.3157	0.4453
Si	5.6066	5.3955	2.3682	-0.4896	2.1047	2.2584
Si	5.4503	9.4857	2.8598	0.1302	-0.5089	0.8753
Si	9.6482	1.729	2.3903	0.061	0.0902	-0.1826
Si	9.3841	5.5524	2.6724	-0.8417	0.9746	-0.687
Si	9.2076	9.5082	2.6946	1.7951	-0.1469	-0.9955
Si	-0.2874	1.8318	4.1147	1.6693	2.816	-1.0236
Si	-0.525	5.9627	4.2056	2.6998	-0.7731	0.0213
Si	-0.4244	9.8118	4.0354	1.692	0.0641	0.4349
Si	3.992	2.0332	3.8423	-0.3024	-1.4036	-1.3033
Si	3.8376	5.7903	4.1509	-0.7832	-0.0755	-3.0556
Si	3.5697	9.5645	4.4452	0.2408	-1.1206	-2.1397
Si	7.9024	1.8519	3.9956	-0.4595	-1.2982	-0.5193
Si	7.4484	5.672	4.0482	0.4293	-1.7768	-0.6812
Si	7.5269	9.4207	4.1654	-1.5082	0.2979	0.2296
Si	0.111	0.1552	5.451	-1.5304	-2.1888	1.4122
Si	0.3715	3.9954	5.3586	-1.8729	-0.3046	0.2007
Si	-0.2991	7.9761	5.5011	-0.1874	-0.5901	0.223
Si	4.0197	0.0835	5.2815	0.1975	1.0142	-0.5589
Si	4.1327	3.8622	5.1488	1.8627	-0.7827	1.1798
Si	3.604	7.4773	5.596	0.2727	1.7939	1.9095
Si	7.8433	-0.175	5.5074	0.4482	0.5252	-2.2599
Si	8.0417	3.6214	5.409	-0.6867	2.3502	0.513
Si	7.5234	7.4858	5.4968	-0.689	0.9213	0.8872
Si	2.158	0.3777	6.545	0.2256	0.3666	1.3735
Si	2.4752	3.9636	6.5538	-2.1492	0.021	1.3568
Si	1.5602	7.4904	6.9968	0.2951	0.4188	-0.7854
Si	5.9107	-0.1003	6.5954	-0.7905	-0.4282	0.6286
Si	6.0228	3.7873	6.709	-0.5527	-0.6602	-0.3902
Si	5.5453	7.6491	7.0742	0.601	-0.0691	-0.7438
Si	9.6283	0.0221	6.9317	1.0488	2.1181	-1.2416
Si	9.9348	4.1561	6.8089	0.5485	-1.1206	0.3833
Si	9.3612	8.0424	6.9333	-0.5249	0.2548	-1.957
Si	2.3158	2.2477	8.1432	-2.1724	-0.5746	-0.3689
Si	2.196	5.6204	8.1668	-0.3728	-0.7757	-0.4148
Si	1.479	8.8832	8.8596	1.5182	0.429	0.6243
Si	5.7091	1.709	7.9356	0.2172	0.8111	-1.0144
Si	6.0206	5.6319	8.2388	-1.904	-0.3555	-0.1355
Si	5.2429	9.7808	8.1762	0.7294	0.0737	0.492
Si	9.5566	2.142	8.0159	0.2763	-0.1741	-0.8392
Si	9.6948	5.5702	8.8278	0.7265	-0.9978	-0.7247
Si	9.1006	9.8865	8.2476	0.4388	-0.4575	1.3306
Si	-0.4256	1.6603	9.6384	-0.8673	-2.1977	1.4483
Si	0.0598	5.5018	10.2732	1.2604	0.9738	-0.7108
Si	-0.4722	9.9213	9.5511	0.0651	1.5538	1.3107
Si	3.9218	1.4169	9.3868	1.5661	-2.1437	0.0052
Si	3.9713	5.3818	9.6914	0.9605	0.8076	-1.3878
Si	2.9093	10.5164	8.3125	0.9887	0.5146	0.5084
Si	7.5927	1.9835	9.1841	-0.3274	0.5193	0.9217
Si	7.638	4.9663	9.6863	-0.1325	-0.8624	-0.029
Si	7.6886	10.4863	10.0359	-1.8632	2.2052	0.268
Si	-3.0668	0.8711	14.2652	-0.0718	-1.7055	-3.6903
Si	-0.7845	2.8771	11.6459	-0.9155	-0.4617	-0.4704
Si	7.7051	-3.9139	13.9734	-1.2293	1.5992	0.0185
Si	4.6735	3.1315	11.4452	-0.8115	0.8488	0.3128
Si	8.81	3.6842	13.0155	0.6427	-2.7781	0.9766
Si	7.9193	-1.4798	12.3618	-1.409	-0.8963	2.7154
Si	8.8563	1.6528	17.1043	0.6005	2.8043	0.2831
Si	6.4209	-2.3526	16.3903	0.2019	0.498	-0.4478
Si	4.6065	-0.113	15.7293	0.3601	-0.8971	1.4226
Si	9.5439	5.8669	15.2166	-1.3025	0.0524	-1.8317
Si	7.1158	5.0206	12.3206	-1.0137	2.8108	1.2556
Si	11.4928	0.7392	13.2817	-1.7477	-0.4451	0.8728
Si	14.1078	7.3916	11.2856	-1.2911	-0.7161	0.5101
Si	1.1498	2.3167	15.6643	3.0147	0.763	-1.3971
Si	1.1877	-2.6048	19.3739	-0.8089	-0.5319	-2.0719
Si	10.9934	-2.1257	12.4523	-0.6621	-0.9537	3.1255
Si	12.4013	5.3972	15.8811	-0.8662	-1.1201	-0.879
Si	12.9834	7.8738	14.138	0.4265	2.5996	-1.9941
Si	16.5563	4.3103	16.2182	-2.2366	2.37	-5.0486
Si	11.7168	1.7402	18.5342	-0.4814	0.5515	-2.6975
Si	14.4355	5.007	18.057	4.7671	0.7229	0.0572
Si	2.4203	9.4837	16.5299	-0.1316	-0.0797	-4.1004
Si	3.963	2.3476	14.1927	4.0966	-0.291	0.6731
Si	6.5785	11.7279	17.9982	-0.5854	-3.3701	-2.8999
Si	15.9879	-4.3722	16.9955	0.929	-1.4569	1.4141
Si	7.8557	16.1038	17.375	-1.3446	-1.2808	-2.1672
O	-2.9423	-0.1566	-0.1121	1.5146	0.2815	0.9025
O	1.4332	-2.2442	-3.1339	-0.6717	0.5541	1.5576
O	-2.6747	3.952	-0.4672	-1.8832	0.2482	0.7337
O	-0.1162	7.8936	-1.5087	1.2071	-0.8695	1.0206
O	0.7284	15.3781	-5.6828	0.2332	1.9582	1.8012
O	4.8475	-5.5457	-4.9348	0.3327	-1.2108	0.0703
O	2.5823	-3.3664	-1.1234	-0.2247	0.3731	-0.9319
O	3.4508	1.6187	-0.4024	0.3405	1.5098	-0.0127
O	2.823	4.2246	-1.4663	-0.0589	-0.7906	1.5749
O	5.719	8.0868	-3.5233	-0.5361	0.5001	0.0746
O	8.7555	14.8651	-4.0765	0.3587	-1.9561	0.7516
O	7.7055	1.2602	-2.7267	1.8131	1.7661	-0.5768
O	10.3843	1.5331	-3.3258	-0.0265	-0.6323	1.1733
O	6.1877	4.2587	-0.6223	0.705	-0.1799	-0.1604
O	7.727	6.3677	-0.8702	-0.6016	2.1417	0.5755
O	7.3435	9.1094	-0.7141	-0.157	-0.148	1.455
O	7.4909	-0.299	13.5241	1.42	0.3493	-0.5485
O	1.1141	1.8914	9.2746	0.7837	1.1771	-1.2703
O	-1.8908	6.9959	8.0742	-0.0154	-0.7023	1.8641
O	0.4163	1.9648	12.338	-0.1542	-0.0111	0.2034
O	-0.4756	9.0082	10.9329	0.1171	-0.0249	-1.5433
O	3.3129	-0.128	9.7155	0.2092	1.1778	-1.1001
O	4.9738	1.7847	10.5959	-0.2458	0.3642	1.0591
O	9.2643	7.2912	14.408	-0.7105	-1.7003	-0.3906
O	3.6876	3.9242	10.3537	0.5915	-0.1114	0.7536
O	2.5575	8.5689	10.1841	-1.3019	0.0342	-0.7793
O	5.7217	4.2266	12.0228	-0.2908	-0.2703	-0.0171
O	11.1983	-0.0202	10.1924	-0.7174	-0.0645	-1.9269
O	7.1951	3.3422	10.1884	1.8514	1.0142	-1.8542
O	6.0979	-1.4998	9.663	0.3395	0.0621	-1.2216
O	11.3159	4.3469	11.2988	0.2833	0.0473	1.0209
O	7.9016	12.236	10.134	-0.3592	-2.3627	0.2113
O	7.061	8.669	12.8122	1.757	0.8784	0.0159
O	0.3263	1.2858	14.7503	1.1131	-0.4347	1.3103
O	1.5728	-5.1166	14.8249	0.0028	-0.5658	0.7902
O	3.9153	6.5021	10.8623	-1.095	0.591	1.0664
O	0.9857	4.9376	9.0616	0.1214	-0.6472	-0.7372
O	7.2509	-3.2303	15.3855	0.7009	-0.9636	-0.9445
O	6.9747	-5.2564	13.4419	0.0152	-2.3528	-0.249
O	9.6358	4.5786	14.0888	-0.034	2.0362	1.9938
O	1.1027	6.5688	10.9437	0.8063	0.5027	0.5879
O	7.5239	5.9499	10.9905	-0.3216	-1.3911	0.5885
O	8.0938	2.3487	13.8058	-0.3995	2.1632	-0.4625
O	9.382	-2.0348	12.7497	1.7951	0.5796	-0.0911
O	11.8137	-0.7661	12.8055	0.6326	0.1343	0.119
O	8.3561	5.7727	16.3413	-0.4873	-1.0434	0.8746
O	5.3091	0.6037	17.0638	0.317	0.1934	0.1237
O	7.1563	-1.2691	17.298	0.2143	1.6991	1.3293
O	2.8094	2.3327	15.1822	-5.1251	-0.5739	1.867
O	4.6473	0.7859	14.4116	-0.7939	2.0571	-0.2139
O	6.313	3.9078	16.8965	4.3567	0.6505	2.2796
O	10.9032	6.0195	16.0175	1.2995	-0.7111	0.4952
O	11.5425	8.1719	13.4183	0.1164	0.6897	-0.7612
O	13.06	5.3938	17.4085	-1.5141	0.4725	-1.6674
O	9.8714	0.6652	13.4415	0.2231	0.0332	0.0659
O	12.7812	2.0488	17.235	-0.8421	-0.3672	1.8395
O	8.5622	0.7059	15.8417	0.1269	0.1948	-0.1274
O	12.0093	0.3761	19.3229	-0.3142	-0.2174	1.22
O	3.1014	-0.5462	16.3746	0.8729	-1.5061	-0.2455
O	4.9592	3.6296	14.6539	-0.7084	-0.7759	1.9568
O	3.9739	-1.4032	20.7889	-0.4087	-2.221	-0.9658
O	5.5672	-1.3932	15.3843	-2.1135	0.0224	0.4867
O	13.2436	-2.2412	14.9577	0.3176	-1.333	2.2269
O	14.0604	7.9076	12.8401	-0.0645	-0.9579	-0.5294
O	15.2922	2.5842	12.6499	-0.3309	0.2131	-0.8552
O	6.3684	11.3473	19.4891	-1.6265	-0.1795	2.0635
O	14.8432	-3.4447	16.4086	-0.3034	1.2616	0.4211
O	11.5517	-8.4225	19.3853	0.0316	0.8642	0.7916
O	15.5274	6.3635	18.3972	-1.9405	-1.6884	-1.9172
O	15.2611	3.9804	17.0564	-1.6834	0.3285	1.3696

Results
free energy: -44002.410 eV
free energy less fixed offsets of O -463.61, Si -117.95 eV per atom: 9.390 eV
pressure: -1.53 GPa
stress xx, yy, zz, yz, xz, xy (GPa, positive in tension): -0.49, 3.58, 1.5, 1.12, 1.14, 0.12

The program warned: the forces do not sum to zero within the program's tolerance.
